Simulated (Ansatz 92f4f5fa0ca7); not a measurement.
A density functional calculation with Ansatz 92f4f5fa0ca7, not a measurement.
Periodic cell of 208 atoms, Si128O80, from a study of silicon, its oxide and their interface. The atomic structure is a simulated model.
Doubt: the cutoff is far below the 930 eV that the study's wrapper takes by default for these files, so forces and energies are approximate.
This geometry differs little from another in the collection (a relaxation step or a small displacement).

Settings
functional: PBE
potential files: Ansatz PAW
basis: plane waves
wave-function cutoff: 580 eV
density cutoff ratio: 5
exchange-correlation grid ratio: 1
k mesh: 1 x 1 x 1, Gamma-centred
self-consistency stop: 5e-08 eV per atom in the density residual
occupations: fixed
spin: none
net charge: 0

Cell vectors (angstrom)
a  10.938  0  0
b  0  10.938  0
c  2.8891  4.7089  30.2898

Atoms: element, x, y, z (angstrom)
Si  4.1438  3.699  22.7218
Si  6.8186  6.3304  22.7834
Si  4.4819  8.4658  22.7743
Si  7.1666  0.4154  22.9101
Si  -1.0269  2.9756  22.8745
Si  1.7931  5.8781  22.7296
Si  9.4702  9.19  22.9381
Si  1.2423  0.8026  22.8615
Si  5.669  4.7669  24.1455
Si  8.3651  7.488  24.1315
Si  5.5781  -0.8169  24.1092
Si  8.3453  1.9342  24.2525
Si  0.1485  4.7069  24.0194
Si  2.8994  7.4038  24.1461
Si  11.0793  10.2372  24.2702
Si  2.9573  2.0024  23.9881
Si  4.2632  6.0698  25.5368
Si  6.9763  8.8132  25.5176
Si  4.239  0.6098  25.4493
Si  6.9834  3.3614  25.5166
Si  9.7359  6.0661  25.4538
Si  12.4744  8.7991  25.5058
Si  9.7072  11.5505  25.6118
Si  1.5457  3.3459  25.4378
Si  2.8891  4.7089  26.8716
Si  5.6236  7.4434  26.8716
Si  2.8891  -0.7601  26.8716
Si  5.6236  1.9744  26.8716
Si  8.3581  4.7089  26.8716
Si  11.0926  7.4434  26.8716
Si  8.3581  10.1779  26.8716
Si  11.0926  1.9744  26.8716
Si  1.3673  -1.3673  3.418
Si  4.1018  1.3673  3.418
Si  1.3673  4.1018  3.418
Si  4.1018  -4.1018  3.418
Si  6.8362  -1.3673  3.418
Si  -1.3673  1.3673  3.418
Si  6.8362  4.1018  3.418
Si  -1.3673  -4.1018  3.418
Si  2.7006  0.0557  4.7378
Si  5.5075  2.6936  4.7988
Si  2.8037  5.4535  4.76
Si  5.4558  -2.7465  4.8057
Si  -2.7295  0.0008  4.814
Si  -0.0255  2.7251  4.798
Si  8.1903  5.5231  4.7933
Si  -0.0058  -2.7894  4.7634
Si  1.3124  1.3138  6.1738
Si  4.1552  4.0727  6.1431
Si  1.4497  -4.1026  6.0894
Si  4.0829  -1.2702  6.0582
Si  -4.0434  1.3996  6.2536
Si  -1.3872  4.1491  6.1378
Si  6.8204  -4.1062  6.2439
Si  -1.4511  -1.5099  6.1294
Si  0.1017  -0.3537  7.3751
Si  2.5535  2.9041  7.3983
Si  0.3301  -5.7323  7.3367
Si  2.5149  -2.4025  7.359
Si  5.6105  -0.1615  7.4822
Si  -2.8677  3.0233  7.5852
Si  5.7338  5.1868  7.5368
Si  -3.0831  -2.4729  7.6416
Si  4.2564  3.3417  28.2388
Si  6.9909  6.0762  28.2388
Si  4.2564  -2.1273  28.2388
Si  6.9909  0.6072  28.2388
Si  9.7254  3.3417  28.2388
Si  12.4599  6.0762  28.2388
Si  9.7254  8.8107  28.2388
Si  1.5219  0.6072  28.2388
Si  5.6236  4.7089  29.6061
Si  8.3581  7.4434  29.6061
Si  5.6236  -0.7601  29.6061
Si  8.3581  1.9744  29.6061
Si  11.0926  4.7089  29.6061
Si  2.8891  7.4434  29.6061
Si  0.1546  -0.7601  29.6061
Si  2.8891  1.9744  29.6061
Si  1.3673  1.3673  0.6835
Si  4.1018  4.1018  0.6835
Si  1.3673  -4.1018  0.6835
Si  4.1018  -1.3673  0.6835
Si  6.8362  1.3673  0.6835
Si  -1.3673  4.1018  0.6835
Si  6.8362  -4.1018  0.6835
Si  9.5708  -1.3673  0.6835
Si  0  0  2.0507
Si  2.7345  2.7345  2.0507
Si  0  -5.469  2.0507
Si  2.7345  -2.7345  2.0507
Si  5.469  0  2.0507
Si  8.2035  2.7345  2.0507
Si  5.469  5.469  2.0507
Si  8.2035  -2.7345  2.0507
Si  3.4996  6.1946  15.692
Si  -1.2092  1.3087  9.7068
Si  1.1344  -0.7028  18.3161
Si  4.2682  4.5263  13.3204
Si  0.4454  6.2136  20.0213
Si  7.7285  0.1119  11.9055
Si  3.7732  1.1788  9.7075
Si  4.8871  3.5249  19.6268
Si  2.3336  4.5053  18.072
Si  3.8831  -4.1467  9.5487
Si  10.0517  8.9365  19.9419
Si  7.4815  1.4806  16.6738
Si  2.1478  1.6684  16.5616
Si  0.9598  -3.8036  14.1707
Si  10.3865  8.6187  16.277
Si  5.5327  -3.8242  12.1101
Si  7.2878  9.8352  18.6501
Si  5.0665  1.6516  12.5612
Si  7.6124  7.4808  16.8892
Si  9.2454  0.1695  14.5509
Si  1.0066  -4.9654  10.0444
Si  8.0179  -2.6642  10.7913
Si  5.5471  0.7633  20.2937
Si  4.8072  0.4427  15.3465
Si  1.2324  0.4699  10.9921
Si  5.5795  8.293  14.9933
Si  0.8431  1.6625  13.6193
Si  7.3114  4.4587  18.0382
Si  1.185  4.5201  12.5843
Si  2.9542  -0.7028  20.7256
Si  0.1146  -2.42  11.6162
Si  8.7242  4.7751  20.7617
O  1.2749  -1.4236  7.8814
O  4.9279  3.5566  21.2637
O  3.4366  -2.873  8.6403
O  2.8858  4.6971  22.3917
O  7.5158  3.0418  17.2153
O  5.6478  7.3932  22.2619
O  11.0623  1.9102  22.3213
O  6.7096  -1.3127  7.91
O  0.3866  -0.9089  11.1149
O  10.8145  7.594  19.3371
O  6.0998  1.2871  15.8449
O  4.9464  0.3921  8.8963
O  1.0756  5.1865  18.8938
O  6.5488  1.1878  12.1238
O  -1.4883  -2.7219  11.5812
O  6.5331  1.1094  21.5483
O  7.69  0.2387  17.7585
O  7.0193  -3.7902  11.4303
O  5.0862  -5.0241  8.8739
O  1.4972  6.5385  21.2353
O  5.4421  2.0191  19.246
O  2.4752  9.8561  19.1991
O  4.2466  1.7122  11.1618
O  1.3577  3.9784  7.7534
O  10.1366  5.5534  20.8226
O  -0.8929  0.1221  8.6176
O  2.5033  0.1952  10.0097
O  0.7378  9.1599  17.1385
O  1.689  -0.1447  21.5856
O  2.0198  3.2113  17.1088
O  8.4435  4.4496  19.203
O  6.8791  4.0899  8.0693
O  -2.6581  -2.9244  9.187
O  5.859  4.5349  18.7925
O  -0.5352  0.844  13.661
O  10.1816  8.6965  21.5436
O  0.2697  1.6502  10.3425
O  3.6735  8.9445  21.412
O  8.9572  3.3937  21.5885
O  0.8818  -3.471  10.6578
O  5.3848  -2.7787  13.3691
O  2.5896  -5.1353  9.66
O  4.0181  0.5296  20.7919
O  8.6874  1.302  15.5836
O  9.8025  9.8406  15.387
O  0.7593  -2.5788  13.1112
O  3.2677  2.4434  8.8113
O  4.7345  7.2186  15.8937
O  -0.0452  -5.0597  8.7995
O  6.7487  8.5028  17.8544
O  1.3216  0.7618  17.6347
O  4.3951  -3.5231  10.9699
O  10.8256  -0.681  19.3659
O  2.9168  5.7112  17.13
O  7.5292  5.6655  21.4386
O  4.4787  0.6967  13.7578
O  3.9899  4.8496  14.8984
O  8.497  9.2492  19.5784
O  6.0486  -0.6059  19.5806
O  8.1838  -0.3371  13.4171
O  7.134  7.8895  15.3665
O  3.3802  3.9212  19.1761
O  3.6179  0.9728  16.3492
O  5.0753  3.1369  13.2041
O  0.6355  4.7777  11.0785
O  7.2802  -1.2283  11.088
O  8.3294  -0.6592  22.4435
O  -2.0096  2.504  8.9181
O  -2.1006  0.8401  10.9733
O  0.5255  3.1826  13.1825
O  10.8745  7.3627  15.3897
O  9.161  7.9588  17.1254
O  2.4705  7.0602  14.7602
O  1.7599  0.9576  12.4631
O  0.5956  -5.224  13.5057
O  1.5115  1.6449  15.0781
O  2.8202  4.4699  12.5629
O  7.4536  5.8611  17.1709
O  5.2688  -5.3204  12.6694
O  5.1117  9.7804  15.481

Results
free energy: -126870.986 eV
free energy less fixed offsets of O -568.88, Si -635.61 eV per atom: -2.506 eV

Forces (eV/angstrom), in the order of the atoms: element, x, y, z
Si  -0.008  -0.005  0.011
Si  0.011  -0.0029  0.0149
Si  -0.0069  0.0052  0.0084
Si  -0.0113  0.0043  -0.0013
Si  -0.0063  0.0153  0.0116
Si  -0.0084  -0.0012  0.0028
Si  0.002  -0.0088  -0.0004
Si  0.0172  -0.0095  0.009
Si  0.0045  0.0046  -0.0009
Si  -0.0027  -0.0001  -0.0041
Si  -0.0018  0.0002  -0.002
Si  0.001  0.0063  -0.0011
Si  0.001  -0.0018  -0.0027
Si  0.0007  0.005  0.0008
Si  0.0058  -0.0025  -0.002
Si  -0.0046  0.0072  -0.0053
Si  -0.002  -0.0043  0.0013
Si  0.0038  0.0003  0.0023
Si  0.0032  0.0014  0.0092
Si  -0.0051  -0.0002  0.0072
Si  0.0008  0.0003  0.0078
Si  -0.0003  0  0.0047
Si  -0.0037  -0.0016  0.0082
Si  0.0026  0.0005  -0.0055
Si  -0.095  -0.1963  -0.0147
Si  0.001  0.0372  0.237
Si  0.0477  0.1041  -0.1407
Si  -0.1527  -0.088  -0.2229
Si  0.125  0.1461  -0.0953
Si  -0.0149  -0.1583  -0.189
Si  -0.301  -0.2447  0.5102
Si  0.3357  0.3626  0.1156
Si  -0.1898  -0.0381  -0.0386
Si  0.1165  0.206  -0.224
Si  0.0321  -0.0839  0.1819
Si  0.2532  0.0531  -0.2667
Si  -0.0649  0.0152  0.2462
Si  -0.054  -0.1011  0.016
Si  0.0387  0.0806  0.1703
Si  -0.0454  -0.1602  -0.3802
Si  0.0035  -0.007  -0.011
Si  0.0037  -0.0034  -0.0019
Si  0.0051  0.0004  -0.0101
Si  0.0029  0.001  -0.006
Si  -0.0036  0.0049  -0.0039
Si  0.003  -0.0008  -0.001
Si  -0.0029  0.0026  0.0023
Si  0.0012  0.0039  0.0057
Si  0.0062  0.0294  -0.0068
Si  -0.0057  0  -0.0065
Si  -0.0054  0.006  0.0088
Si  -0.006  -0.0027  0.0102
Si  0.0016  0.0012  0.0072
Si  -0.0051  -0.0044  0.0047
Si  -0.0001  -0.0077  -0.014
Si  0.0061  -0.0031  -0.0146
Si  -0.0173  -0.007  0.0153
Si  0.002  -0.014  0.0043
Si  -0.0104  0.0188  -0.0008
Si  0.0086  -0.0101  -0.0162
Si  -0.0065  0.0103  -0.0061
Si  0.0134  -0.0161  -0.0225
Si  -0.0065  0.0125  0.015
Si  -0.0025  0.0013  0.046
Si  -0.08  -0.0333  -0.0177
Si  0.0152  0.0486  -0.0041
Si  0.0697  0.0193  -0.0065
Si  -0.0013  -0.0717  0.0013
Si  0.099  0.0768  -0.0098
Si  -0.0087  -0.0387  -0.024
Si  -0.0934  -0.0212  -0.0043
Si  0.0094  0.0233  -0.0192
Si  0.0212  -0.0175  -0.0289
Si  0.0142  -0.0332  -0.0019
Si  -0.012  0.0384  -0.0115
Si  -0.0218  -0.0131  -0.0293
Si  -0.0176  0.0135  -0.0055
Si  -0.0242  0.0203  -0.0323
Si  0.0159  0.0256  -0.0234
Si  0.0248  -0.0201  -0.0065
Si  0.0146  -0.0176  0.0217
Si  -0.0262  0.0409  0.0012
Si  0.0019  -0.0196  0.0297
Si  0.0047  0.0218  0.0157
Si  -0.0107  0.0124  0.0368
Si  0.0461  -0.0385  0.0136
Si  -0.0004  -0.0389  0.0255
Si  -0.0212  0.0176  0.0056
Si  -0.0274  -0.0353  0.0018
Si  0.0803  0.0481  -0.0068
Si  -0.0747  -0.0044  0.012
Si  0.0013  -0.0219  0.0195
Si  -0.0647  -0.0529  0.0209
Si  0.0171  0.0191  0.0262
Si  -0.0107  0.0394  -0.0051
Si  0.0645  0.0267  0.015
Si  -0.0015  0.0008  -0.0019
Si  -0.0015  -0.0004  0.0021
Si  0.0029  0.0005  -0.0041
Si  -0.0004  0.0003  0.0011
Si  0.001  0.0022  -0.0007
Si  0.0038  0.0028  0.0019
Si  0.0017  0.0009  0.0015
Si  -0.0001  -0.0022  -0.0003
Si  -0.0026  0.0026  -0.0025
Si  -0.0018  -0.0025  -0.0006
Si  0.0026  -0.0028  0.0005
Si  -0.0001  -0.0017  -0.0058
Si  -0.0034  -0.0034  -0.0008
Si  -0.003  0.003  -0.0022
Si  0.001  0.0004  -0.0032
Si  -0.0003  0.0007  0.0007
Si  -0.0014  -0.0001  -0.0031
Si  -0.002  -0.0004  -0.0002
Si  -0.0001  0.0005  -0.0029
Si  -0.0021  -0.0012  -0.0022
Si  0.0004  0.0012  -0.0047
Si  -0.0006  -0.0002  0.0008
Si  -0.0033  0.0016  -0.0016
Si  0.003  0.0038  -0.0016
Si  -0.0026  0.0019  0.0005
Si  -0.0008  0.0012  -0.0007
Si  -0.0017  -0.0023  0.0036
Si  0.001  0.001  -0.002
Si  -0.0001  0.0015  0.0024
Si  0  0.0026  0.0031
Si  0.0015  -0.0032  0.0031
Si  -0.0003  0.0045  0.0007
O  0.0052  -0.0021  0.0073
O  -0.0004  -0.0003  -0.0009
O  0.0024  0.0025  0.0054
O  0.0024  -0.0074  -0.0043
O  -0.0006  -0.0015  0.0027
O  0.0011  0.0023  -0.0052
O  0.0003  -0.0003  -0.0069
O  0.0079  -0.0082  -0.0009
O  -0.001  0.0001  -0.0003
O  -0.0015  0.0033  0.0031
O  -0.0041  -0.0029  0.0014
O  0.0013  -0.0025  -0.0017
O  0.0033  -0.0042  0.0001
O  -0.0018  0.0021  -0.0017
O  0.0008  -0.0004  -0.0008
O  0.002  -0.0001  0.0059
O  -0.0003  0.0044  -0.0003
O  -0.0022  0.0003  -0.0004
O  0.0013  -0.001  -0.0032
O  0.0002  -0.0001  0.003
O  0.0005  0.0019  0.0026
O  -0.0047  -0.0001  -0.0023
O  0.0023  0.001  0.0034
O  0.0061  -0.0031  0.0035
O  0  -0.0002  0.0016
O  0.0009  0.0013  -0.0029
O  -0.0002  0.0007  -0.0013
O  -0.0025  -0.0002  0.0025
O  -0.0012  -0.0003  -0.0017
O  -0.0017  -0.0019  0.0015
O  -0.0033  -0.0014  -0.0031
O  -0.0061  0.0057  0.0048
O  -0.0032  0.0037  -0.0239
O  0.0023  0.0014  0.0007
O  -0.0006  0.0027  -0.0012
O  -0.0001  0  0.0034
O  0.0017  -0.0015  0.0012
O  -0.0004  -0.0009  -0.0024
O  -0.0009  -0.005  0.0011
O  -0.0029  0.0025  -0.0014
O  -0.0006  0.0022  0.0026
O  -0.0024  -0.0003  -0.0008
O  0.002  0.0008  0.0009
O  -0.002  -0.0001  0.0027
O  -0.0012  0.0034  -0.0003
O  0.0001  -0.005  0.0026
O  -0.001  0.0011  -0.0028
O  0  0.0003  0.0021
O  0.0016  0.0004  0.0033
O  -0.0012  -0.002  0.002
O  0.0047  0.0068  -0.0024
O  0.0041  0.0013  0.0041
O  -0.0006  -0.0001  0.002
O  0.0011  0.0018  0.0005
O  -0.0021  -0.0018  -0.005
O  0  -0.0011  0.0035
O  -0.001  0.0004  0.0016
O  -0.0036  0.0032  0.0023
O  0.0032  -0.0027  0.0015
O  0.0025  0.0005  0.0044
O  -0.0001  0.0005  0.0005
O  -0.0028  0.0023  0.0021
O  -0.0023  0.0004  0.0012
O  -0.0006  0.0029  -0.0008
O  -0.001  0.0005  0.0011
O  -0.0006  0.0012  -0.0025
O  0.0028  -0.0038  -0.0022
O  -0.0004  -0.0001  0.0078
O  -0.0037  -0.003  0.0013
O  0.0009  -0.0003  -0.0004
O  0.0019  0.0006  -0.0011
O  -0.0016  0  0.0027
O  0.0012  0.0003  0.0018
O  0.0004  0.0019  0.0026
O  -0.0003  0.0027  0.0009
O  -0.001  -0.0004  0.0026
O  -0.0011  0.0015  -0.0004
O  -0.0008  0.0033  0.0019
O  -0.0007  -0.002  0.0001
O  0.0004  -0.0005  0.0017

The program warned: the cutoff lies below the one the program advises for these potential files; the exchange-correlation potential is rough where the density is thin.
